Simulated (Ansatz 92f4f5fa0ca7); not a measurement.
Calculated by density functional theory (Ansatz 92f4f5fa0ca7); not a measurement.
Periodic cell of 227 atoms, Si133O92B1H1, from a study of silicon, its oxide and their interface. The atomic structure is a simulated model.
Doubt: the cutoff is low for norm-conserving oxygen, so forces and energies are approximate.
Doubt: the program's own warning below bears on the result.

Settings: functional HSE06; potential files SPMS norm-conserving; basis plane waves; wave-function cutoff 800 eV; density cutoff ratio 4; exchange-correlation grid ratio 1; k mesh 1 x 1 x 1, Gamma-centred; occupations fixed; spin none; net charge 0.

Cell vectors (angstrom)
a  10.938  0  0
b  0  10.938  0
c  0  0  32.1686

Atoms: element, x, y, z (angstrom)
Si  0.2367  -0.3472  24.8186
Si  5.4911  -0.3235  24.6407
Si  2.5757  2.9182  24.6956
Si  7.9786  3.124  24.5263
Si  0.1815  5.033  24.6582
Si  5.6581  5.3293  24.7762
Si  2.4419  8.269  24.8877
Si  7.8482  8.4668  24.6063
Si  1.3967  1.3267  26.0106
Si  6.7957  1.367  25.7696
Si  4.0767  4.125  26.0369
Si  9.5396  4.0212  26.0629
Si  1.2024  6.718  26.0474
Si  6.864  6.8603  26.0494
Si  4.0798  9.4635  26.1091
Si  9.4687  9.5404  26.0066
Si  2.7583  -0.0091  27.4058
Si  8.1537  0.061  27.3174
Si  0.0131  2.6802  27.3939
Si  5.4852  2.7125  27.3199
Si  2.7058  5.4801  27.3972
Si  8.2365  5.4795  27.3959
Si  -0.076  8.187  27.3875
Si  5.4876  8.1651  27.4372
Si  4.1018  1.3673  28.7504
Si  9.5708  1.3673  28.7504
Si  1.3673  4.1018  28.7504
Si  6.8362  4.1018  28.7504
Si  4.1018  6.8362  28.7504
Si  9.5708  6.8362  28.7504
Si  1.3673  9.5708  28.7504
Si  6.8362  9.5708  28.7504
Si  0  0  30.1176
Si  5.469  0  30.1176
Si  2.7345  2.7345  30.1176
Si  8.2035  2.7345  30.1176
Si  0  5.469  30.1176
Si  5.469  5.469  30.1176
Si  2.7345  8.2035  30.1176
Si  8.2035  8.2035  30.1176
Si  1.3673  1.3673  31.4849
Si  6.8362  1.3673  31.4849
Si  4.1018  4.1018  31.4849
Si  9.5708  4.1018  31.4849
Si  1.3673  6.8362  31.4849
Si  6.8362  6.8362  31.4849
Si  4.1018  9.5708  31.4849
Si  9.5708  9.5708  31.4849
Si  2.7345  0  0.6835
Si  8.2035  0  0.6835
Si  0  2.7345  0.6835
Si  5.469  2.7345  0.6835
Si  2.7345  5.469  0.6835
Si  8.2035  5.469  0.6835
Si  0  8.2035  0.6835
Si  5.469  8.2035  0.6835
Si  4.1018  1.3673  2.0507
Si  9.5708  1.3673  2.0507
Si  1.3673  4.1018  2.0507
Si  6.8362  4.1018  2.0507
Si  4.1018  6.8362  2.0507
Si  9.5708  6.8362  2.0507
Si  1.3673  9.5708  2.0507
Si  6.8362  9.5708  2.0507
Si  0  0  3.418
Si  5.469  0  3.418
Si  2.7345  2.7345  3.418
Si  8.2035  2.7345  3.418
Si  0  5.469  3.418
Si  5.469  5.469  3.418
Si  2.7345  8.2035  3.418
Si  8.2035  8.2035  3.418
Si  1.3884  1.3596  4.6996
Si  6.8554  1.3741  4.7771
Si  4.1  4.1191  4.7633
Si  9.5656  4.1408  4.7904
Si  1.3472  6.8581  4.862
Si  6.8293  6.8713  4.7655
Si  4.0985  9.5602  4.7881
Si  9.5983  9.5489  4.8409
Si  2.74  0.0349  6.0895
Si  8.2362  0.0578  6.1638
Si  0.0802  2.7613  6.0275
Si  5.5474  2.809  6.1022
Si  2.7487  5.4737  6.1795
Si  8.2785  5.6147  6.1503
Si  0.0389  8.224  6.3634
Si  5.4518  8.2066  6.1743
Si  3.9203  1.6471  7.3032
Si  9.9223  1.2281  7.3675
Si  1.633  3.8172  7.4425
Si  6.712  4.4406  7.3785
Si  4.3676  6.5564  7.5031
Si  9.268  7.1734  7.7147
Si  1.211  9.9335  7.5586
Si  7.0091  9.4382  7.4288
O  5.5193  5.4453  7.9107
O  0.0259  0.0837  7.9452
O  2.8002  2.7249  7.8392
O  8.1553  8.3662  7.8991
O  1.3996  9.4677  24.4576
O  6.7292  4.1748  24.3051
O  6.6687  9.5484  24.1428
O  1.4157  4.0074  24.2659
O  6.3275  10.0123  8.8195
O  0.9827  4.221  8.9079
O  1.9464  9.5397  8.9802
O  7.5633  4.0386  8.7356
O  9.4986  6.7178  9.3137
O  4.5316  0.9821  8.664
O  3.7452  7.0365  8.9459
O  9.541  2.1624  8.6689
O  4.5268  0.0654  23.3493
O  8.731  3.1774  23.0202
O  10.4059  5.2895  23.1852
O  5.19  6.1052  23.3986
O  8.4509  7.841  23.2115
O  3.2951  2.3836  23.3047
O  2.9059  7.4655  23.538
O  10.5949  0.0975  23.3392
Si  -0.412  9.1081  12.3977
Si  9.1184  2.659  14.7614
Si  4.1358  12.0636  14.3113
Si  0.008  11.5749  13.6719
Si  10.3561  4.8615  16.5952
Si  2.1969  4.7998  14.9194
Si  11.0344  3.8169  19.4939
Si  3.4869  0.9868  22.4705
Si  2.088  9.4735  10.6044
Si  0.1906  -2.9621  20.5901
B  7.3658  2.2469  19.1543
Si  8.2032  2.7039  9.4068
Si  4.6615  -0.4398  11.7985
Si  8.7511  6.9521  10.7771
Si  1.3709  4.2765  10.4907
Si  5.1251  11.441  19.9087
Si  11.4261  -0.1528  21.9469
Si  3.4154  6.7385  10.5216
Si  9.3678  4.4688  22.1958
Si  3.528  7.4695  15.4131
Si  4.8223  3.3636  15.9607
Si  9.3721  4.1065  11.8613
Si  -0.8501  1.05  19.3514
Si  15.6923  0.7904  17.0596
Si  6.5309  4.7492  17.8533
Si  0.9494  -1.7708  14.9644
Si  12.8059  2.6372  12.6686
Si  2.1977  5.6998  20.4851
Si  15.236  6.6348  18.4321
Si  6.4764  -2.6256  14.5647
Si  5.6017  8.4264  20.4987
Si  8.3405  7.0705  16.8749
Si  5.9962  7.5905  11.6691
Si  7.4549  0.1782  15.5395
Si  8.3053  7.2141  21.7035
Si  3.9764  6.7653  22.55
Si  5.8998  0.5374  9.3992
Si  9.7222  -1.2376  17.2124
O  9.55  7.695  20.7882
O  6.0602  15.3177  16.302
O  11.5587  -1.7147  21.5338
O  7.2839  14.4427  18.5871
O  5.7458  10.0457  20.4828
O  8.7957  -0.2746  16.2959
O  7.116  1.5468  9.1411
O  1.015  -4.2874  21.0595
O  6.7072  -3.3978  13.1396
O  12.5314  4.2724  19.9914
O  0.5018  -2.6874  19.0091
O  0.6361  9.6755  11.2857
O  -1.4495  8.1278  11.645
O  1.7368  4.0054  13.5716
O  5.2774  9.0322  11.5431
O  3.3046  5.5511  21.6741
O  7.1863  7.3868  10.5687
O  4.349  0.135  18.4949
O  -0.6997  10.6707  18.415
O  2.0123  0.372  22.1892
O  -1.0696  10.5055  13.0146
O  4.7566  -0.034  13.366
O  7.3296  7.5047  15.6791
O  3.7762  0.4459  15.7753
O  -2.2128  -5.3502  11.6726
O  4.6843  13.3458  17.2808
O  2.2229  3.0193  11.1207
O  2.6273  8.0296  11.0934
O  9.1677  3.5787  13.3979
O  5.1323  -3.0288  19.0194
O  9.6438  6.2936  16.272
O  5.1709  5.2618  18.6245
O  9.3665  3.6664  16.0324
O  -0.5767  1.6112  14.8223
O  6.9878  -11.9947  14.5436
O  2.372  8.599  15.468
O  6.2811  11.2906  16.6666
O  10.9196  4.3098  11.3576
O  14.8529  -4.0184  16.8901
O  5.627  0.5836  10.9914
O  6.9945  7.7496  20.9327
O  7.7988  1.6598  14.8647
O  10.0505  14.8785  20.8061
O  1.1805  10.6892  14.3937
O  2.3598  5.5365  10.7127
O  13.815  6.2439  14.5304
O  11.8205  4.9103  15.876
O  0.296  8.3408  13.6829
O  4.4749  7.97  21.5807
O  10.9306  9.1661  16.2694
O  0.5553  12.6084  12.54
O  8.5718  3.011  10.9497
O  10.5357  0.6443  20.8571
O  10.547  4.7283  18.2217
O  8.5641  1.6034  19.2898
O  2.8681  6.4663  19.2001
O  11.0937  -8.6599  18.9441
O  6.2462  12.5669  19.6244
O  14.3023  4.0349  15.7541
O  8.2311  5.5793  21.7918
O  4.8014  6.4931  11.3756
O  4.8655  8.1734  14.8203
O  -2.118  8.41  17.6881
O  5.1303  13.3414  14.6562
O  3.1439  -0.3606  11.1897
O  7.5553  -4.9205  17.8432
O  4.1415  1.196  20.9999
O  13.8883  1.7355  13.4294
H  1.3226  -3.0957  18.6836

Results
free energy: -56376.500 eV
free energy less fixed offsets of B -77.42, H -15.86, O -447.96, Si -113.29 eV per atom: -3.330 eV
gap between the highest filled and lowest empty level on this k mesh: 1.208 eV

The program warned: the cutoff lies below the one the program advises for these potential files; the model core charge is not resolved on the grid; the forces do not sum to zero within the program's tolerance; the exchange-correlation potential is rough where the density is thin.
